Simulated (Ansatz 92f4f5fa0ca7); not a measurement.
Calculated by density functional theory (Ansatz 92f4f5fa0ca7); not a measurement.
Periodic cell of 252 atoms, Si132O88H32, with a vacuum gap, from a study of silicon, its oxide and their interface. The atomic structure is a simulated model.

Settings
functional: r2SCAN
potential files: Ansatz PAW
basis: plane waves
wave-function cutoff: 800 eV
density cutoff ratio: 5
exchange-correlation grid ratio: 1
k mesh: 1 x 1 x 1, shifted by 0.5 0.5 0 of a step
self-consistency stop: 1e-11 eV per atom in the density residual
occupations: fixed
spin: none
net charge: 0
applied field: sawtooth along c, amplitude -0.015 V/angstrom in the program's sign convention, ramp centred at 0.9886 of c and 0.0228 of c wide, no dipole correction

Cell vectors (angstrom)
a, 10.88, 0, 0
b, 0, 10.88, 0
c, 0, 0, 43.8545

Atoms and the computed forces on them: element, x, y, z (angstrom), force x, y, z (eV/angstrom)
Si, -0.1817, 0.0173, 30.3678, 0.0171, -0.0109, -0.0127
Si, 3.0045, 2.3986, 30.0347, 0.0021, 0.0008, -0.0081
Si, -0.2916, 5.8467, 30.105, 0.0038, -0.0028, -0.0152
Si, 3.0182, 8.15, 30.3665, -0.0046, 0.0133, -0.0189
Si, 5.2859, 0.174, 30.2657, 0.0076, -0.0125, -0.015
Si, 8.7947, 2.523, 30.0793, -0.0028, 0.0174, -0.021
Si, 4.9604, 5.6799, 30.1325, 0.0006, -0.004, -0.0335
Si, 8.572, 8.2769, 29.8243, -0.0057, 0.0043, -0.0293
Si, 1.437, 1.3226, 31.4676, -0.0073, -0.0074, -0.0037
Si, 3.9575, 4.0388, 31.4132, 0.0016, -0.0067, -0.0145
Si, 1.3341, 6.9115, 31.4366, 0, 0.0055, -0.0101
Si, 4.1902, 9.5873, 31.7352, 0.0032, -0.0017, -0.0136
Si, 6.9293, 1.4783, 31.2965, 0.0018, 0.0019, -0.0133
Si, 9.6082, 4.1875, 31.525, 0.0002, 0.0041, -0.0108
Si, 6.5834, 6.6868, 31.5039, -0.0029, 0.0021, -0.0203
Si, 9.4513, 9.4826, 31.63, 0.0027, -0.0019, -0.0047
Si, 0.0946, 2.7596, 32.8288, 0.0099, 0.0044, 0.0086
Si, 2.7156, 0.0249, 32.9528, -0.005, -0.0043, 0.0048
Si, -0.0102, 8.1566, 32.9061, 0.0105, 0.0058, 0.0124
Si, 2.6426, 5.4477, 32.792, -0.0033, 0.0004, 0.0084
Si, 5.4838, 2.7617, 32.7264, -0.004, -0.0022, 0.0094
Si, 8.1001, 0.0609, 32.8305, -0.0111, -0.0098, 0.0115
Si, 5.474, 8.1314, 33.0014, 0.0041, 0.0104, 0.0123
Si, 8.1114, 5.4376, 32.8277, -0.0021, 0.003, 0.0109
Si, 1.3862, 4.102, 34.2374, -0.0052, -0.0111, 0.0139
Si, 4.1368, 1.4141, 34.1837, 0.0103, -0.0014, 0.0197
Si, 1.3287, 9.5354, 34.2603, 0.0019, 0.0038, 0.0085
Si, 4.0186, 6.771, 34.2163, 0.0038, 0.0118, 0.024
Si, 6.7682, 4.0857, 34.1928, -0.0015, -0.0084, 0.0212
Si, 9.5337, 1.3937, 34.1468, 0.0007, -0.0048, 0.0232
Si, 6.8274, 9.5563, 34.2621, -0.0012, -0.0013, 0.0095
Si, 9.494, 6.7859, 34.2086, -0.0013, 0.0008, 0.0184
Si, -0.0228, 0.0478, 35.5716, 0.034, -0.0182, 0.1779
Si, 2.7793, 2.7608, 35.5714, -0.0123, -0.0153, 0.1834
Si, -0.0186, 5.4358, 35.567, 0.0061, 0.0072, 0.1832
Si, 2.6846, 8.1493, 35.5793, -0.0043, -0.0083, 0.1875
Si, 5.437, 0.0214, 35.5769, -0.0059, 0.0064, 0.1665
Si, 8.1606, 2.7184, 35.5338, -0.0415, 0.0326, 0.1763
Si, 5.4189, 5.4415, 35.5623, 0.0237, 0.0034, 0.1897
Si, 8.1981, 8.1893, 35.5893, -0.0217, 0.018, 0.1772
Si, 1.38, 1.3926, 36.9008, 0.0522, -0.0042, 0.2266
Si, 4.1108, 4.094, 36.9671, -0.0555, 0.0117, 0.3474
Si, 1.3272, 6.8033, 36.9379, 0.0172, 0.0052, 0.3123
Si, 4.069, 9.5179, 36.9004, -0.0178, 0.0612, 0.3418
Si, 6.8201, 1.3572, 36.9283, -0.0653, 0.031, 0.2216
Si, 9.5221, 4.0653, 36.9077, -0.1046, 0.036, 0.3244
Si, 6.7997, 6.8106, 36.8967, 0.003, 0.0852, 0.2628
Si, 9.5333, 9.5566, 36.9568, 0.0036, -0.0605, 0.3151
Si, 0.0201, 2.7369, 6.9337, -0.0243, -0.0003, -0.198
Si, 2.7205, 0.0053, 6.8969, 0.0809, 0.0078, -0.3785
Si, 0.0006, 8.1873, 6.9534, -0.0834, -0.004, -0.3245
Si, 2.7204, 5.4643, 6.9313, 0.0203, -0.0045, -0.3804
Si, 5.477, 2.71, 6.9525, -0.0009, -0.078, -0.2853
Si, 8.151, 0.0006, 6.9767, 0.0431, -0.0113, -0.1627
Si, 5.4395, 8.1672, 6.9032, 0.0112, -0.0099, -0.3365
Si, 8.1551, 5.4222, 6.8924, 0.1112, -0.0499, -0.3558
Si, 1.3926, 4.1, 8.295, -0.0031, -0.0229, -0.1728
Si, 4.0907, 1.3305, 8.2649, 0.0024, 0.0073, -0.1801
Si, 1.3974, 9.5393, 8.29, -0.0233, 0.007, -0.1892
Si, 4.0983, 6.8153, 8.2736, 0.0239, -0.0202, -0.1905
Si, 6.8541, 4.0577, 8.3059, 0.0041, -0.0119, -0.1832
Si, 9.5372, 1.378, 8.2994, -0.0093, 0.0073, -0.1754
Si, 6.7572, 9.5016, 8.3144, 0.0182, 0.0087, -0.1793
Si, 9.4738, 6.8095, 8.2417, 0.0215, -0.0053, -0.1737
Si, 0.0283, 0.0173, 9.6266, 0.0074, 0.0122, -0.0062
Si, 2.7826, 2.7125, 9.6226, -0.0008, 0.0106, -0.0158
Si, 0.0044, 5.5105, 9.5729, -0.0031, 0.0013, -0.0152
Si, 2.798, 8.2114, 9.6502, -0.0103, -0.0156, -0.0304
Si, 5.3944, -0.0202, 9.6845, -0.0007, 0.0094, -0.0164
Si, 8.2039, 2.7131, 9.7215, -0.0021, -0.0051, -0.0185
Si, 5.4519, 5.4175, 9.5972, -0.0063, 0.0046, -0.0131
Si, 8.0728, 8.077, 9.6481, 0.0015, -0.0047, -0.02
Si, 1.4009, 1.4052, 10.9746, -0.0083, 0.0003, -0.0086
Si, 4.2066, 4.0188, 10.983, -0.0028, -0.0031, -0.0027
Si, 1.3866, 6.8593, 10.9012, -0.0043, -0.0013, -0.0057
Si, 4.0746, 9.5338, 11.1535, 0.0051, 0.0095, -0.0056
Si, 6.775, 1.2952, 11.0348, -0.0043, 0.0011, -0.0126
Si, 9.599, 4.1783, 10.9835, 0.0055, 0.0008, -0.0045
Si, 6.6919, 6.7222, 11.0749, 0.0082, -0.0021, -0.0007
Si, 9.4858, 9.4763, 10.8563, 0.0066, 0.0006, -0.0071
Si, 0.0793, 2.8253, 12.3139, 0.0001, -0.0025, 0.0106
Si, 2.6982, 0.0994, 12.4533, -0.0049, 0.0034, 0.0226
Si, 0.0947, 8.3175, 12.2171, 0.0097, 0.0199, -0.0117
Si, 2.7077, 5.3817, 12.1368, 0.0034, 0.0044, 0.0134
Si, 5.5641, 2.6938, 12.4917, -0.0043, -0.0007, 0.01
Si, 8.1282, -0.1625, 12.2948, 0.0034, 0.001, 0.0107
Si, 5.3957, 8.1168, 12.5565, 0.0021, -0.0086, 0.0115
Si, 8.1081, 5.3277, 12.3812, 0.0014, -0.0011, 0.0137
Si, 1.7301, 3.8951, 13.6643, -0.0055, -0.0065, -0.0428
Si, 3.9182, 1.6258, 13.746, 0.001, 0.01, -0.0433
Si, 0.8596, 10.0527, 13.5894, 0.0036, 0.0088, -0.0547
Si, 3.9307, 6.5705, 13.6705, 0.0033, -0.0033, -0.048
Si, 7.3459, 3.6106, 13.8034, 0.0009, 0.0002, -0.0448
Si, 9.5091, 1.3669, 13.3657, 0.0009, -0.0007, -0.0105
Si, 7.3382, 8.9395, 13.7129, -0.0009, -0.0018, -0.0331
Si, 8.8295, 6.98, 13.8635, -0.0015, -0.0069, -0.0456
Si, 4.0345, 3.6322, 20.3355, -0.0028, 0.0086, -0.0625
Si, 4.1267, 5.6337, 17.976, -0.0036, -0.002, -0.08
Si, 14.2705, -9.9667, 19.0828, 0.0107, -0.0079, -0.0678
Si, -1.0718, -0.0786, 22.0845, 0.0095, 0.0105, -0.0772
Si, 4.0139, 0.0082, 16.2743, 0.0051, 0.0061, -0.077
Si, 12.1755, -1.039, 16.4167, 0.0057, -0.0007, -0.0812
Si, 11.5447, 0.8453, 20.0983, 0.0087, -0.0055, -0.0576
Si, 16.9335, 8.6361, 16.295, 0.0077, -0.003, -0.0704
Si, 10.6236, -5.0664, 19.3437, -0.0002, 0.014, -0.0693
Si, 1.1793, 3.6726, 21.0016, 0.011, 0.004, -0.059
Si, 9.7772, -1.2437, 17.9013, 0.0081, -0.0144, -0.0609
Si, 13.979, -3.8315, 25.3998, -0.001, 0.0033, -0.05
Si, 1.2941, -2.3812, 19.0794, -0.006, 0.0007, -0.0659
Si, 7.8468, 6.0241, 20.6126, 0.0089, 0.0106, -0.0758
Si, 16.7368, 5.4509, 15.6209, 0.01, -0.0081, -0.0677
Si, 3.7715, 9.4878, 20.8267, 0.0019, -0.0025, -0.04
Si, 17.9848, 3.1541, 20.6853, -0.0119, -0.0023, -0.0542
Si, 1.0091, -1.9121, 25.4614, -0.0047, -0.0031, -0.064
Si, 3.2201, -1.1663, 23.9447, 0.0071, -0.0061, -0.0772
Si, 6.791, -2.9999, 25.7419, 0.0078, -0.0123, -0.0622
Si, 8.6829, 3.9836, 25.3568, -0.0045, -0.0009, -0.0729
Si, 9.9126, 6.7867, 16.6841, -0.0039, -0.0028, -0.0788
Si, 4.4423, -6.3637, 24.5637, 0.0059, 0.0031, -0.0591
Si, 7.2585, 1.2065, 25.9592, 0.0056, 0.0055, -0.0505
Si, 16.6801, -2.9462, 19.0902, -0.0066, 0.0044, -0.076
Si, 12.7876, 6.0519, 15.8416, 0.0061, -0.0084, -0.0722
Si, 9.618, 2.954, 22.6819, 0.0037, -0.0028, -0.0706
Si, 2.1598, 2.1963, 27.8194, 0.002, -0.0052, -0.0517
Si, -1.8642, -1.1896, 24.7594, 0.0114, 0.0024, -0.0646
Si, -4.0809, -15.8878, 23.6376, 0.0135, -0.0007, -0.0793
Si, 4.1239, 1.6476, 25.2714, 0.0107, -0.005, -0.0696
Si, 1.6107, -0.8869, 28.2896, 0.0058, -0.0074, -0.0607
Si, 5.2319, 5.8314, 27.1062, -0.0016, 0.0102, -0.0686
Si, -3.9941, 9.943, 27.8763, 0.0013, 0.0075, -0.0632
Si, 10.3524, 3.8847, 27.8358, -0.0104, 0.007, -0.0664
Si, 8.6275, 0.7425, 19.6097, 0.0018, -0.0105, -0.0656
O, -3.7161, -3.2204, 30.3141, -0.001, -0.0013, 0.0219
O, 0.1968, -0.9583, 29.0799, -0.0096, 0.0059, 0.0308
O, 1.9216, 0.6734, 28.2822, -0.001, 0.005, 0.0186
O, 0.711, 2.8781, 27.4413, 0.0118, 0.0006, 0.0224
O, 0.1757, 5.0228, 28.7638, 0.0013, 0.014, 0.0381
O, -2.7199, 9.1142, 28.4741, 0.0165, -0.01, 0.04
O, 3.9622, 6.9377, 29.8264, 0.0009, 0.0023, 0.0233
O, 2.6475, 9.0597, 29.073, 0.0043, -0.0123, 0.0305
O, 5.7394, -0.7468, 28.9907, -0.0108, 0.0114, 0.0364
O, 4.2265, 1.3092, 29.7534, -0.0032, 0.0019, 0.0215
O, 9.0652, 3.2355, 28.6137, -0.0115, -0.0096, 0.0362
O, 9.6851, 1.1794, 29.8448, -0.0028, -0.0087, 0.0182
O, 5.3475, 5.2187, 28.5992, -0.0025, -0.0044, 0.0652
O, 8.232, 8.349, 25.1905, -0.0085, -0.0036, 0.0274
O, 16.0595, 4.9107, 16.9767, -0.0148, 0.0027, 0.0484
O, 9.5812, 7.0242, 29.5362, 0.0021, -0.0013, 0.0209
O, -5.3985, 3.1745, 20.985, 0.0099, -0.0024, 0.0256
O, 2.434, 8.8403, 20.168, 0.0179, 0.0076, 0.0373
O, 17.8967, -3.7771, 19.7463, 0.0155, -0.0157, 0.0256
O, 4.2051, 4.9314, 19.4105, 0.0016, -0.0194, 0.0469
O, 1.1226, 9.1875, 14.9515, 0.0015, -0.0027, 0.051
O, -0.2531, 11.21, 14.0559, 0.0048, -0.0086, 0.0129
O, 7.0133, 4.3822, 15.2311, -0.0087, 0.0107, 0.0304
O, 7.4258, -6.2994, 20.0022, 0.0003, -0.0045, 0.0151
O, 8.4558, 2.4185, 14.1563, -0.0059, 0.0028, 0.015
O, 2.9018, 6.9554, 14.9093, -0.0117, 0.0013, 0.0304
O, 7.0964, 9.3904, 15.3011, -0.0105, 0.0035, 0.0353
O, 10.3398, 7.3383, 13.3829, -0.0115, -0.0109, 0.0162
O, 6.1332, 7.0546, 15.8542, -0.0026, 0.0086, 0.0272
O, 4.581, 1.0045, 15.1268, -0.0003, -0.016, 0.0451
O, 0.8839, 6.9602, 19.2965, -0.0014, -0.0053, 0.0237
O, 2.4054, 10.9748, 16.1463, -0.003, -0.0005, 0.0271
O, 2.8124, 2.7667, 14.1577, -0.0023, -0.0024, 0.017
O, 12.7208, -23.8184, 17.573, -0.0013, -0.0094, 0.0469
O, 1.3968, 4.7308, 15.0353, -0.0005, 0.0193, 0.0399
O, 5.142, 4.6024, 26.042, 0.0055, 0.0089, 0.0369
O, 9.4547, -4.6938, 20.4203, -0.0151, -0.0011, 0.0291
O, 4.8948, 5.402, 14.3176, 0.0103, -0.0019, 0.0317
O, 9.8742, 5.6987, 17.8948, 0.0064, -0.0123, 0.0476
O, 14.1667, -5.2027, 24.521, 0.0004, 0.0038, 0.0263
O, 5.6844, 1.3412, 25.5957, 0.005, -0.0009, 0.0204
O, 22.3325, -4.017, 16.2224, -0.0092, 0.0052, 0.0315
O, 16.4192, -6.0056, 23.4189, -0.0088, -0.0015, 0.0277
O, 18.3824, 1.913, 19.6857, -0.0031, 0.0102, 0.0243
O, 17.3024, 8.8075, 17.8658, -0.0024, -0.0056, 0.0506
O, -1.5136, 8.2173, 17.2467, -0.0004, 0.0163, 0.0286
O, 15.1589, 0.479, 17.8014, -0.007, 0.0099, 0.0522
O, 15.9795, 8.733, 20.3028, -0.0129, 0.0106, 0.0382
O, -0.1318, 9.3089, 19.1817, 0.0063, 0.0038, 0.0271
O, 8.5313, -0.3172, 18.376, -0.0077, 0.0201, 0.0279
O, 4.6185, -1.4901, 16.0557, -0.0024, 0.0004, 0.0207
O, 12.3724, -3.4896, 25.4874, -0.001, 0.0002, 0.015
O, 19.4663, -0.0854, 21.0072, 0.0066, -0.0068, 0.0401
O, 4.6148, -3.7489, 18.3237, 0.007, 0.0086, 0.035
O, -3.3916, -4.7195, 22.1993, -0.016, -0.001, 0.0619
O, 10.845, -7.046, 22.0693, -0.018, -0.0036, 0.0279
O, -0.1464, 10.437, 16.8672, -0.0147, -0.0008, 0.0379
O, 1.3261, 2.0925, 20.8347, -0.0024, 0.0081, 0.0208
O, 14.8153, -10.7269, 20.3925, 0.0004, -0.0099, 0.0359
O, 18.6921, -5.695, 24.7079, 0.0077, -0.008, 0.0289
O, 12.6782, 0.4883, 18.9727, -0.0099, 0.0046, 0.0266
O, 3.899, 6.7465, 26.8003, 0.009, -0.0052, 0.0285
O, 11.47, 4.4776, 19.7137, 0.0066, -0.0158, 0.0251
O, 9.4545, -1.1861, 23.1955, -0.0084, -0.0144, 0.0518
O, 2.6943, 5.6536, 17.2168, 0.0145, -0.0024, 0.0402
O, 3.6482, 0.295, 24.5042, 0.0036, 0.0214, 0.0255
O, 3.5712, 2.4859, 19.2958, 0.0011, 0.0108, 0.0277
O, 10.1341, 1.3672, 19.4706, 0.0024, 0.0022, 0.025
O, 8.1345, 3.1002, 21.9715, 0.0161, 0.0013, 0.0312
O, 6.1933, -3.6633, 24.3608, -0.0021, 0.0137, 0.0335
O, 8.9747, -4.4363, 15.4154, 0.0145, -0.0006, 0.051
O, 1.6028, -1.2463, 24.1037, -0.0073, -0.0046, 0.0292
O, 11.2234, -0.24, 21.285, -0.0102, -0.0047, 0.0339
O, 13.643, 4.0333, 21.3187, -0.0067, 0.0017, 0.0232
O, -0.5056, -1.4106, 25.6039, 0.0066, -0.0015, 0.0278
O, 3.9843, -7.9009, 24.3269, 0, -0.0088, 0.03
O, 1.7158, -1.3183, 26.7662, 0.006, 0.01, 0.0545
O, 3.7642, -2.4564, 24.7935, 0.0003, -0.0127, 0.0198
O, 8.1457, 11.0497, 25.0295, -0.0116, 0.0099, 0.028
O, 9.9273, -9.4985, 22.7521, -0.0024, 0.0032, 0.0269
O, -3.0502, 2.7128, 25.8963, -0.0029, -0.0064, 0.0264
O, 14.5703, -1.4049, 22.4276, -0.0099, 0.0017, 0.0951
O, 3.1992, 2.0504, 26.5617, -0.0247, 0.011, 0.0585
O, -4.6234, -1.6762, 26.5504, 0.0025, 0.014, 0.0367
O, 9.6186, -7.4354, 24.1903, -0.0077, 0.0103, 0.0487
O, -3.506, 0.5564, 27.4437, -0.002, -0.011, 0.0347
O, 6.5896, -4.1767, 26.8522, -0.0033, -0.0064, 0.0339
O, 9.6676, 4.5263, 26.5186, 0.0198, -0.0028, 0.043
H, 0.5535, 2.2096, 37.8333, 0.382, -0.265, -0.2568
H, 2.1876, 0.5568, 37.8333, -0.2971, 0.2853, -0.2645
H, 3.283, 4.9098, 37.8995, 0.2786, -0.2397, -0.2638
H, 4.9273, 3.2669, 37.8995, -0.2859, 0.3118, -0.2661
H, 0.523, 7.6423, 37.8703, 0.2708, -0.3621, -0.2639
H, 2.1652, 5.9979, 37.8703, -0.3017, 0.2057, -0.2815
H, 4.8967, 8.7021, 37.8329, -0.287, 0.31, -0.2614
H, 3.2529, 10.3454, 37.8329, 0.2636, -0.3353, -0.2399
H, 6.0013, 2.1819, 37.8607, 0.3314, -0.2538, -0.2796
H, 7.634, 0.5275, 37.8607, -0.3141, 0.358, -0.286
H, 10.3588, 3.2587, 37.8402, -0.369, 0.2713, -0.2644
H, 8.6972, 4.8841, 37.8402, 0.2687, -0.2926, -0.2483
H, 7.6115, 5.979, 37.8291, -0.2789, 0.268, -0.2754
H, 5.9768, 7.6313, 37.8291, 0.298, -0.319, -0.2445
H, 10.3484, 8.7282, 37.8893, -0.2243, 0.3845, -0.2665
H, 8.6939, 10.3605, 37.8893, 0.3234, -0.3493, -0.2599
H, 0.8466, 1.9199, 6.0013, -0.3175, 0.2893, 0.293
H, -0.8167, 3.5435, 6.0013, 0.3526, -0.2492, 0.2926
H, 3.5366, -0.8222, 5.9644, -0.3196, 0.2942, 0.2597
H, 1.9129, 0.8411, 5.9644, 0.2893, -0.3204, 0.2707
H, -0.8145, 9.0157, 6.0209, 0.3824, -0.2429, 0.2325
H, 0.8048, 7.3483, 6.0209, -0.3004, 0.2875, 0.2764
H, 3.5482, 4.6485, 5.9989, -0.2263, 0.2668, 0.2567
H, 1.8825, 6.2697, 5.9989, 0.3178, -0.2945, 0.2526
H, 4.6605, 3.5371, 6.02, 0.2408, -0.2264, 0.2973
H, 6.2958, 1.8853, 6.02, -0.3429, 0.3805, 0.2149
H, 7.3371, 0.8302, 6.0442, 0.3008, -0.374, 0.2799
H, 8.9903, -0.8033, 6.0442, -0.345, 0.2494, 0.2786
H, 4.6117, 8.983, 5.9708, 0.2838, -0.321, 0.2747
H, 6.2624, 7.3465, 5.9708, -0.2507, 0.3216, 0.2778
H, 7.3432, 6.2539, 5.9599, 0.1915, -0.3599, 0.29
H, 8.9799, 4.6035, 5.9599, -0.3154, 0.3147, 0.2371

Results
free energy: -135119.501 eV
free energy less fixed offsets of H -15.71, O -570.45, Si -639.56 eV per atom: 4.739 eV

The program warned: the cutoff lies below the one the program advises for these potential files; the forces do not sum to zero within the program's tolerance; empty levels may hold ghost states of the PAW files; the exchange-correlation potential is rough where the density is thin.
